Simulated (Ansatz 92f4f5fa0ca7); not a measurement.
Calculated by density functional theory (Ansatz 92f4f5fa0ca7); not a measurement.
Periodic cell of 222 atoms, Si132O89H1, from a study of silicon, its oxide and their interface. The atomic structure is a simulated model.
Doubt: the cutoff is far below the 930 eV that the study's wrapper takes by default for these files, so forces and energies are approximate.
This geometry differs little from another in the collection (a relaxation step or a small displacement).

Settings
functional: PBE
potential files: Ansatz PAW
basis: plane waves
wave-function cutoff: 580 eV
density cutoff ratio: 5
exchange-correlation grid ratio: 1
k mesh: 1 x 1 x 1, Gamma-centred
self-consistency stop: 5e-08 eV per atom in the density residual
occupations: fixed
spin: none
net charge: -1 e, with a uniform compensating background and no finite-size correction

Cell vectors (angstrom)
a	10.938	0	0
b	0	10.938	0
c	0	0	32.6805

Atoms: element, x, y, z (angstrom)
Si	-0.217	0.3141	25.2876
Si	5.7448	-0.2421	25.2677
Si	2.4999	3.02	25.1682
Si	8.4961	2.5365	25.2373
Si	0.2604	5.2675	25.1308
Si	5.2711	5.739	25.1553
Si	3.0358	7.9825	25.1977
Si	7.9726	8.4687	25.2275
Si	1.382	1.45	26.5613
Si	6.8844	1.3808	26.5334
Si	4.107	4.1495	26.4805
Si	9.6342	4.1324	26.5264
Si	1.4087	6.8374	26.4824
Si	6.8323	6.8664	26.5304
Si	4.1453	9.5554	26.5638
Si	9.5712	9.6112	26.5346
Si	2.7368	0.0071	27.8787
Si	8.2062	0.0051	27.929
Si	0.0016	2.7606	27.9388
Si	5.4629	2.7462	27.8577
Si	2.7378	5.472	27.8988
Si	8.2087	5.4733	27.8708
Si	0.0102	8.1999	27.8581
Si	5.4778	8.1923	27.9397
Si	4.1018	1.3673	29.2623
Si	9.5708	1.3673	29.2623
Si	1.3673	4.1018	29.2623
Si	6.8362	4.1018	29.2623
Si	4.1018	6.8362	29.2623
Si	9.5708	6.8362	29.2623
Si	1.3673	9.5708	29.2623
Si	6.8362	9.5708	29.2623
Si	0	0	30.6295
Si	5.469	0	30.6295
Si	2.7345	2.7345	30.6295
Si	8.2035	2.7345	30.6295
Si	0	5.469	30.6295
Si	5.469	5.469	30.6295
Si	2.7345	8.2035	30.6295
Si	8.2035	8.2035	30.6295
Si	1.3673	1.3673	31.9968
Si	6.8362	1.3673	31.9968
Si	4.1018	4.1018	31.9968
Si	9.5708	4.1018	31.9968
Si	1.3673	6.8362	31.9968
Si	6.8362	6.8362	31.9968
Si	4.1018	9.5708	31.9968
Si	9.5708	9.5708	31.9968
Si	2.7345	0	0.6835
Si	8.2035	0	0.6835
Si	0	2.7345	0.6835
Si	5.469	2.7345	0.6835
Si	2.7345	5.469	0.6835
Si	8.2035	5.469	0.6835
Si	0	8.2035	0.6835
Si	5.469	8.2035	0.6835
Si	4.1018	1.3673	2.0507
Si	9.5708	1.3673	2.0507
Si	1.3673	4.1018	2.0507
Si	6.8362	4.1018	2.0507
Si	4.1018	6.8362	2.0507
Si	9.5708	6.8362	2.0507
Si	1.3673	9.5708	2.0507
Si	6.8362	9.5708	2.0507
Si	0	0	3.418
Si	5.469	0	3.418
Si	2.7345	2.7345	3.418
Si	8.2035	2.7345	3.418
Si	0	5.469	3.418
Si	5.469	5.469	3.418
Si	2.7345	8.2035	3.418
Si	8.2035	8.2035	3.418
Si	1.3698	1.3405	4.8064
Si	6.837	1.3386	4.8025
Si	4.1093	4.0888	4.6979
Si	9.5722	4.0891	4.7914
Si	1.3637	6.8594	4.7704
Si	6.8362	6.8238	4.789
Si	4.0833	9.5718	4.853
Si	9.5391	9.5976	4.7713
Si	2.6836	-0.0376	6.2791
Si	8.1186	-0.0728	6.2236
Si	-0.0444	2.69	6.1589
Si	5.4061	2.7028	6.0775
Si	2.7465	5.438	6.0269
Si	8.204	5.4327	6.1633
Si	0.0118	8.2616	6.1112
Si	5.4236	8.137	6.1989
Si	3.7862	1.6844	7.4627
Si	9.7414	1.0743	7.4689
Si	1.5669	3.9332	7.3441
Si	6.5813	4.2218	7.3966
Si	4.3218	6.4425	7.4449
Si	9.3689	7.1083	7.3567
Si	1.0544	9.7582	7.6454
Si	6.9912	9.2107	7.586
O	1.3686	4.1241	24.6459
O	6.8485	9.5815	24.7241
O	2.6604	2.8208	7.8702
O	8.2215	8.1629	7.859
O	5.5027	5.3703	7.8599
O	-0.0614	-0.0085	7.9698
O	4.1446	6.8622	24.668
O	9.5952	1.3996	24.7296
O	1.4445	9.0926	9.1083
O	1.0861	4.8115	8.6446
O	9.0388	1.6512	8.8311
O	6.3551	9.4478	9.0862
O	4.4265	1.2454	8.8995
O	3.6189	6.8304	8.8546
O	7.0662	3.43	8.7559
O	10.1567	6.72	8.7424
O	3.183	2.3515	23.8303
O	5.0368	0.4274	23.9578
O	7.8799	3.2577	23.9034
O	10.548	5.9489	23.7745
O	8.6225	7.7896	23.8857
O	2.3878	8.686	23.8628
O	5.9532	5.0951	23.8012
O	0.5384	10.6163	23.988
Si	2.1493	9.4224	10.5679
Si	2.908	14.0405	12.2855
Si	5.2452	5.0474	12.3117
Si	3.92	1.14	23.0105
Si	8.099	7.291	16.8826
Si	7.6201	3.1329	12.3368
Si	-3.0722	12.335	16.575
Si	12.8496	12.1808	14.5699
Si	1.234	5.1885	11.7176
Si	8.268	11.1962	12.4302
Si	5.837	3.3308	18.0017
Si	3.7597	10.1296	17.7818
Si	12.2633	9.4024	13.4855
Si	3.6129	6.8942	10.4909
Si	6.4658	9.892	10.6592
Si	1.6678	9.9102	23.0562
Si	4.0265	4.4279	15.828
Si	3.9306	10.0936	14.7242
Si	5.8936	6.5191	14.9432
Si	7.1685	4.3829	22.9549
Si	11.8729	4.853	14.8675
Si	8.5256	3.0832	9.4092
Si	6.8461	9.9498	17.9399
Si	8.459	0.2806	20.4247
Si	10.849	7.6721	15.7085
Si	1.0544	9.0958	18.2319
Si	4.0306	0.8552	10.4403
Si	9.1473	3.3948	14.9551
Si	6.0555	2.2153	20.9684
Si	9.3365	6.6735	22.9282
Si	10.4729	8.878	20.9987
Si	10.6246	5.2885	9.3389
Si	-2.4139	4.6726	17.8585
Si	1.4338	1.0448	17.5381
Si	9.9914	13.1986	18.7727
Si	6.4076	-1.7101	13.4156
O	9.5737	14.7829	18.8315
O	4.4569	3.993	17.4426
O	13.1559	6.3062	11.0634
O	7.8469	-0.9219	13.5104
O	3.7692	4.4396	12.6036
O	8.6094	12.7789	15.1786
O	9.5812	12.3855	20.1377
O	5.2706	10.9347	10.9662
O	-8.868	13.4015	13.5284
O	-0.2008	5.4101	10.949
O	6.5625	2.2767	16.9797
O	8.249	5.5278	22.5037
O	2.6193	10.9772	10.4765
O	0.5972	10.5893	17.7491
O	-3.6378	10.7932	16.6053
O	11.2493	8.444	14.3139
O	9.1071	1.5272	17.6319
O	11.7888	8.1121	16.9656
O	2.7895	0.0492	22.574
O	1.1534	9.2103	11.8597
O	6.5723	3.6186	21.6602
O	8.816	6.2781	17.9644
O	-3.7746	8.3804	17.6588
O	4.0161	9.5587	16.2648
O	0.9001	-1.6255	21.7778
O	7.8974	10.6255	10.9159
O	3.8457	13.0409	11.436
O	7.3142	1.5744	12.678
O	12.1934	12.5369	16.0142
O	11.0484	6.0775	15.5713
O	2.3174	4.5562	15.6796
O	1.7036	14.6106	11.3237
O	0.9872	10.9807	13.8772
O	9.283	8.0293	16.0261
O	6.1004	8.0907	14.5175
O	6.2892	3.9085	11.8115
O	6.0281	5.7967	13.4999
O	9.9223	7.4543	21.623
O	4.7386	14.404	14.8346
O	0.6762	13.067	18.5136
O	8.7225	4.1748	16.317
O	8.4091	-7.0602	13.5685
O	-3.1572	-0.4755	19.1658
O	3.3786	11.6009	14.834
O	7.1727	6.3352	15.9424
O	4.5249	17.0038	15.6901
O	4.6805	1.7259	21.7165
O	5.6328	2.5086	19.4321
O	5.2719	10.1528	18.4176
O	1.1437	5.379	13.3188
O	4.9237	6.1601	11.1116
O	6.2932	8.7391	11.8301
O	2.6785	9.143	18.5719
O	9.2936	10.016	21.2001
O	7.2137	1.0492	21.1946
O	5.254	10.2994	13.8279
O	10.7664	3.6132	14.8073
O	2.8729	-1.82	13.921
O	10.9978	8.6538	19.464
O	3.4921	8.5062	10.7751
O	9.5253	4.2175	8.816
O	8.5877	3.1274	11.0063
O	6.9854	4.4569	18.3525
O	3.0215	0.6847	17.8419
O	9.8235	11.5941	12.3876
H	10.4738	11.403	13.0951

Results
free energy: -134540.410 eV
free energy less fixed offsets of H -15.97, O -568.88, Si -635.61 eV per atom: 6.400 eV

Forces (eV/angstrom), in the order of the atoms: element, x, y, z
Si	0.0011	-0.0037	0.0061
Si	-0.0022	0.004	0.0109
Si	0.0026	-0.0009	0.0051
Si	-0.0049	0.0018	0.0074
Si	-0.0021	0.0036	0.0062
Si	0.0001	-0.0014	0.0039
Si	-0.0029	0.0026	0.0096
Si	0.0024	-0.001	0.0058
Si	0.0026	-0.0017	-0.0002
Si	-0.0019	0.0018	-0.0029
Si	0.0026	-0.003	0.0007
Si	-0.0006	0.0011	-0.0017
Si	-0.0012	0.002	-0.0009
Si	0.0016	-0.0017	0.0002
Si	-0.001	0.0003	-0.0017
Si	0.0032	-0.003	-0.001
Si	0.0002	-0.0004	-0.0016
Si	-0.0009	0	0.0017
Si	-0.0004	-0.0005	0.0007
Si	-0.0002	0	-0.0013
Si	-0.0002	0.0005	0.0009
Si	-0.0003	0.0004	-0.0007
Si	-0.0002	-0.0002	-0.0013
Si	-0.0006	0.001	-0.0002
Si	0.0552	0.063	-0.1851
Si	0.0245	0.0545	0.2577
Si	0.1296	0.1659	0.2831
Si	-0.0181	-0.0025	-0.2372
Si	-0.0781	-0.0973	0.2338
Si	0.0583	0.0392	-0.2133
Si	-0.0189	-0.0178	-0.2058
Si	0.0343	0.0169	0.2941
Si	-0.0168	0.0424	-0.0116
Si	0.0385	-0.0087	-0.0098
Si	-0.0156	0.0468	-0.0142
Si	0.0303	-0.0303	-0.0081
Si	0.059	-0.0025	-0.0083
Si	-0.03	0.0261	-0.0108
Si	0.048	-0.0219	-0.0103
Si	0.0045	0.0557	-0.0125
Si	0.0333	-0.0158	-0.0099
Si	-0.0222	0.0183	-0.0191
Si	0.0317	-0.0343	-0.0121
Si	-0.0086	0.0303	-0.0306
Si	-0.0507	0.0205	-0.0204
Si	0.0099	-0.0245	-0.0151
Si	-0.0336	0.0118	-0.0197
Si	0.0061	-0.03	-0.0093
Si	0.0166	-0.0005	0.0269
Si	-0.002	0.0239	0.0243
Si	-0.0549	0.0309	-0.0005
Si	0.0152	-0.0075	0.029
Si	0.0019	0.0096	0.0202
Si	0.0317	-0.0355	0.0178
Si	0.0274	-0.0069	0.0305
Si	-0.0089	0.0113	0.0037
Si	-0.0769	-0.0106	0.0035
Si	0.0587	0.0043	0.0048
Si	-0.0205	-0.0584	0.0102
Si	-0.0332	0.0321	-0.0037
Si	0.0589	0.0044	0.0123
Si	-0.0481	-0.0081	0.0077
Si	-0.0261	-0.0103	0.0184
Si	-0.0317	-0.0754	0.0205
Si	-0.0756	0.1349	-0.0639
Si	-0.1404	-0.1604	0.2543
Si	-0.1921	-0.3372	-0.2461
Si	-0.0352	-0.1006	0.1186
Si	-0.0426	0.0069	0.0607
Si	0.2117	0.1265	-0.3673
Si	0.1173	0.2096	0.0777
Si	-0.0469	-0.0773	-0.0438
Si	-0.0014	0.0001	-0.0009
Si	-0.0008	0.0003	-0.0018
Si	-0.0002	0.0006	-0.0006
Si	-0.0002	-0.0003	-0.0012
Si	0.0006	0	-0.0006
Si	-0.0013	0.0017	-0.0025
Si	0.0017	-0.0007	-0.0012
Si	-0.0013	0.0008	0.0003
Si	0.0025	-0.0007	-0.0012
Si	0.0014	0.0026	0.0007
Si	0.0002	-0.0003	0.0011
Si	0.0013	-0.0019	-0.0004
Si	0.0004	0.0021	0.0021
Si	0.0022	-0.0011	-0.0003
Si	0.0025	-0.0033	0.0007
Si	-0.0016	0.0009	0.0008
Si	0.0011	-0.0007	-0.0043
Si	-0.0045	0.004	-0.0048
Si	-0.001	0.0028	-0.0066
Si	0	-0.0006	-0.0009
Si	-0.0004	-0.0007	-0.0084
Si	0.0035	-0.0032	-0.0037
Si	-0.001	0.0004	-0.0047
Si	-0.0018	-0.0013	-0.007
O	-0.0024	-0.0018	-0.0064
O	0.0005	-0.0019	-0.01
O	-0.0001	-0.0027	0.0035
O	-0.0011	0.0032	0.0033
O	-0.001	0.0015	0.0044
O	0.002	-0.002	0.0023
O	0.0029	-0.0004	-0.0075
O	-0.0002	0.0024	-0.0082
O	0.0023	-0.002	0.0096
O	0.0014	0.0006	0.0046
O	0.0009	-0.0016	0.0026
O	-0.0018	0.0006	0.0087
O	0.0005	-0.0001	0.0072
O	-0.001	0.001	0.0061
O	0.0005	-0.0012	0.0022
O	0.0012	0.0003	0.005
O	0.0008	-0.0004	-0.0038
O	-0.0007	0.0007	-0.0052
O	0.0002	-0.0004	-0.0037
O	-0.0006	0.001	-0.005
O	0.0005	-0.0004	-0.0029
O	-0.0015	0.001	-0.0057
O	0.0008	-0.0011	-0.0035
O	0.0003	-0.0005	-0.0035
Si	-0.0019	-0.0035	-0.0067
Si	-0.0122	0.0061	-0.0367
Si	0.0102	0.0002	0.0117
Si	-0.0019	-0.0022	0.0024
Si	-0.0021	-0.0008	0.0027
Si	0.0002	0.0022	-0.0078
Si	0.0042	-0.0031	0.0021
Si	-0.0136	-0.0125	-0.0041
Si	-0.0011	0.0025	-0.01
Si	-0.0011	-0.0009	-0.0081
Si	0.0093	-0.0017	0.014
Si	0	-0.0027	0.0074
Si	-0.0005	-0.0024	-0.0091
Si	0.0008	-0.0007	-0.0063
Si	0.0004	-0.0016	-0.0068
Si	0.0033	0.0005	0.002
Si	0.0124	0.0334	0.0098
Si	0.0033	-0.0119	-0.0038
Si	0.0097	-0.0076	-0.013
Si	0.0015	0.0016	0.002
Si	-0.0071	0.008	-0.0071
Si	-0.0003	0.0009	-0.0048
Si	0.0007	-0.0016	0.0062
Si	0.0008	0	0.0084
Si	-0.0011	0.0019	-0.0001
Si	0.0005	-0.002	0.0085
Si	0.0022	-0.002	-0.011
Si	-0.0021	0.001	-0.0038
Si	0.0012	0.0005	0.0075
Si	0.0003	-0.0019	0.0018
Si	-0.0004	-0.0009	0.0061
Si	-0.0029	-0.0006	-0.0073
Si	0.0015	0.0014	0.0052
Si	-0.0011	-0.0029	0.0103
Si	-0.002	0.0001	0.0074
Si	0.003	-0.004	-0.0083
O	0.0009	-0.0004	-0.0042
O	-0.0092	-0.0061	-0.0237
O	0.0001	-0.001	0.0046
O	-0.0002	0.0004	0.0038
O	-0.0086	-0.0137	0.0078
O	-0.0002	0.0001	0.0018
O	0.0009	-0.0002	-0.0047
O	-0.001	0.0004	0.0045
O	0.0102	0.004	0.0061
O	0.0015	-0.0003	0.0056
O	-0.0019	0.0008	-0.0033
O	0.0001	0.0002	-0.0017
O	0.001	0.0018	0.003
O	0.0009	0.0017	-0.005
O	0.0001	0.0009	-0.0022
O	0.0014	0.0005	0.002
O	-0.0019	0.0008	-0.0048
O	0.0001	-0.0001	-0.0025
O	0.0003	0.0005	-0.002
O	0.0006	0.001	0.0052
O	0.0006	0.0004	-0.0029
O	0.0005	-0.0009	-0.0032
O	0.0002	0.0006	-0.0029
O	-0.0006	0.0014	-0.0031
O	0.0008	0.0009	-0.0027
O	0.0014	0.0012	0.0034
O	0.0007	0.0019	0.0097
O	0.0007	-0.001	0.0035
O	0.0024	0.0024	-0.0042
O	0.0026	-0.0042	-0.0002
O	0.0186	-0.0108	-0.0011
O	0.0008	-0.0019	0.0051
O	0.0023	0.0022	0.006
O	0.002	-0.0004	-0.0011
O	-0.0003	0.0017	0.0019
O	0.0009	-0.0009	0.0012
O	-0.0005	0.0104	-0.0036
O	-0.0008	-0.0007	-0.0024
O	-0.0067	0.0088	0.0212
O	0.0014	0	-0.005
O	-0.0001	0	-0.001
O	0.001	-0.0017	0.0031
O	0.0008	0.0005	-0.0046
O	0.0024	0.0104	0.0009
O	-0.0011	0.0006	-0.0008
O	-0.0154	-0.0244	0.0071
O	-0.0006	-0.0009	-0.0027
O	-0.0005	0.0005	-0.006
O	-0.0003	0.0001	-0.0044
O	0.001	-0.0021	0.006
O	-0.002	-0.0004	0.002
O	0.0001	0.0011	0.0049
O	0.0005	0.0003	-0.0052
O	0.0005	-0.0005	-0.0043
O	-0.0004	0.0001	-0.0042
O	-0.0013	0.0023	0.0046
O	0.0044	-0.0005	0.0024
O	0.0004	0.0028	0.0041
O	0.0008	0.0005	-0.0044
O	-0.0002	0.0009	0.0034
O	0.0009	0.0002	0.0024
O	0.0001	0	0.0044
O	-0.0013	-0.0004	-0.0056
O	-0.0003	0.0021	-0.0048
O	-0.0066	0.0017	-0.0063
H	0.0074	-0.0022	0.0051

The program warned: the cutoff lies below the one the program advises for these potential files; the forces do not sum to zero within the program's tolerance; the exchange-correlation potential is rough where the density is thin.
